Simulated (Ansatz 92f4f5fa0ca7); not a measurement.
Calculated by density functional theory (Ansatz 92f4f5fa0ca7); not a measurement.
Periodic cell of 256 atoms, Si144O112, from a study of silicon, its oxide and their interface. The atomic structure is a simulated model.
Doubt: the cutoff is far below the 930 eV that the study's wrapper takes by default for these files, so forces and energies are approximate.
This geometry differs little from another in the collection (a relaxation step or a small displacement).

Settings: functional PBE; potential files Ansatz PAW; basis plane waves; wave-function cutoff 580 eV; density cutoff ratio 5; exchange-correlation grid ratio 1; k mesh 1 x 1 x 1, Gamma-centred; self-consistency stop 5e-08 eV per atom in the density residual; occupations fixed; spin none; net charge 0.

Cell vectors (angstrom)
a, 10.938, 0, 0
b, 0, 10.938, 0
c, -1.9408, -5.264, 36.4187

Atoms: element, x, y, z (angstrom)
Si, -0.2989, -6.8748, 28.9185
Si, 2.431, -4.2028, 29.0949
Si, -0.8571, -0.8221, 28.7864
Si, 1.9405, -9.1271, 28.8943
Si, -6.2589, -6.4439, 29.0191
Si, -3.594, -3.5555, 28.8807
Si, 5.0758, -1.3436, 29.1102
Si, -3.1437, -9.538, 28.9796
Si, 0.7995, -5.3248, 30.3263
Si, 3.5088, -2.5405, 30.3524
Si, 0.7623, -10.7119, 30.186
Si, 3.4993, -8.0107, 30.2953
Si, -4.6332, -5.2429, 30.2179
Si, -1.9092, -2.4946, 30.1479
Si, 6.2748, 0.2318, 30.3468
Si, -1.9161, -7.9859, 30.245
Si, -0.5847, -3.8844, 31.5902
Si, 2.1193, -1.1359, 31.6169
Si, -0.5729, -9.367, 31.628
Si, 2.1635, -6.6565, 31.6873
Si, 4.921, -3.9167, 31.654
Si, 7.6678, -1.1773, 31.6336
Si, 4.8807, 1.5814, 31.6529
Si, -3.2914, -6.6201, 31.6053
Si, -1.9408, -5.264, 33.0004
Si, 0.7937, -2.5295, 33.0004
Si, -1.9408, 0.205, 33.0004
Si, 0.7937, -7.9985, 33.0004
Si, 3.5282, -5.264, 33.0004
Si, 6.2627, -2.5295, 33.0004
Si, 3.5282, 0.205, 33.0004
Si, 6.2627, -7.9985, 33.0004
Si, 1.3673, -1.3673, 3.418
Si, 4.1018, 1.3673, 3.418
Si, 1.3673, 4.1018, 3.418
Si, 4.1018, -4.1018, 3.418
Si, 6.8362, -1.3673, 3.418
Si, -1.3673, 1.3673, 3.418
Si, 6.8362, 4.1018, 3.418
Si, -1.3673, 6.8362, 3.418
Si, 2.7639, -0.0436, 4.7382
Si, 5.517, 2.6967, 4.7653
Si, 2.6765, 5.5296, 4.7689
Si, 5.4556, -2.6957, 4.7934
Si, -2.7314, -0.0123, 4.8642
Si, -0.0285, 2.7411, 4.7685
Si, 8.2117, 5.4814, 4.7481
Si, 0.0023, -2.7625, 4.8176
Si, 1.3292, 1.29, 6.0067
Si, 4.0964, 4.1402, 5.9565
Si, 1.3589, -4.1018, 6.2803
Si, 4.0917, -1.3629, 6.2137
Si, -4.094, 1.3612, 6.2857
Si, -1.3525, 4.1475, 6.1437
Si, 6.8429, -4.0718, 6.0813
Si, -1.3906, -1.4513, 6.2285
Si, 0.2865, -0.2928, 7.4022
Si, 2.8729, 2.5815, 7.1364
Si, -0.2613, -5.2751, 7.6001
Si, 2.5467, -2.5004, 7.5991
Si, 5.0908, 0.3174, 7.5552
Si, -3.0169, 3.1522, 7.4442
Si, 5.5952, 5.3341, 7.2945
Si, -2.5745, -3.0675, 7.5664
Si, -0.5735, -6.6312, 34.3677
Si, 2.161, -3.8967, 34.3677
Si, -0.5735, -1.1622, 34.3677
Si, 2.161, 1.5723, 34.3677
Si, 4.8955, -6.6312, 34.3677
Si, -3.308, -3.8967, 34.3677
Si, 4.8955, -1.1622, 34.3677
Si, 7.63, 1.5723, 34.3677
Si, 0.7937, -5.264, 35.7349
Si, 3.5282, -2.5295, 35.7349
Si, 0.7937, 0.205, 35.7349
Si, 3.5282, -7.9985, 35.7349
Si, -4.6753, -5.264, 35.7349
Si, -1.9408, -2.5295, 35.7349
Si, 6.2627, 0.205, 35.7349
Si, -1.9408, -7.9985, 35.7349
Si, 1.3673, 1.3673, 0.6835
Si, 4.1018, 4.1018, 0.6835
Si, 1.3673, 6.8362, 0.6835
Si, 4.1018, -1.3673, 0.6835
Si, 6.8362, 1.3673, 0.6835
Si, -1.3673, 4.1018, 0.6835
Si, 6.8362, -4.1018, 0.6835
Si, -1.3673, -1.3673, 0.6835
Si, 0, 0, 2.0507
Si, 2.7345, 2.7345, 2.0507
Si, 0, 5.469, 2.0507
Si, 2.7345, -2.7345, 2.0507
Si, 5.469, 0, 2.0507
Si, 8.2035, 2.7345, 2.0507
Si, 5.469, 5.469, 2.0507
Si, 8.2035, -2.7345, 2.0507
Si, -2.3672, -1.9636, 23.8887
Si, 4.2609, -3.1343, 17.1271
Si, 5.9615, -8.2893, 26.722
Si, 0.3351, -8.5547, 24.9426
Si, -0.508, -9.2661, 21.9802
Si, 5.7454, -6.1576, 21.7125
Si, -0.2405, -1.6855, 14.1876
Si, -2.402, 2.1688, 13.0451
Si, 2.4173, -2.5192, 21.8085
Si, -2.3961, -2.3954, 19.4451
Si, 0.9315, -10.0121, 19.5897
Si, 5.0892, 0.9892, 10.4011
Si, -0.8952, -5.8131, 25.9804
Si, -1.0889, 0.047, 10.0782
Si, 7.7627, 2.2693, 10.2364
Si, -0.3693, -0.4452, 25.7543
Si, 2.3532, -1.5733, 24.7213
Si, -4.5728, -4.6352, 19.004
Si, -0.3051, -7.7851, 18.0586
Si, 3.8009, -10.5562, 26.7431
Si, -3.4172, -4.2036, 25.7901
Si, 0.2469, 0.9962, 12.7525
Si, 1.2303, -4.0716, 13.4556
Si, 2.3497, 3.5495, 16.6212
Si, 1.7603, -4.5646, 16.3286
Si, 0.1546, -6.3922, 20.7654
Si, 1.6448, 4.2999, 9.5521
Si, -0.614, -3.5303, 21.793
Si, 5.7975, -6.2466, 24.7186
Si, -3.0767, -0.1156, 21.4513
Si, 2.6602, -6.6509, 24.8074
Si, -0.8637, -3.0398, 16.8084
Si, -3.3085, -7.456, 17.9939
Si, 5.7649, -2.344, 14.635
Si, 2.6294, 2.3818, 11.6481
Si, 3.9057, -4.385, 9.6929
Si, 4.1612, -4.2334, 12.7172
Si, 2.9402, -1.0544, 19.0988
Si, 6.7852, -0.4105, 12.5547
Si, 6.7936, 3.5111, 15.2537
Si, 2.7781, -5.6009, 21.9795
Si, 4.0693, 3.8699, 13.9685
Si, -2.718, -2.383, 10.4713
Si, 3.6316, -9.1404, 18.8405
Si, -4.5976, -8.7566, 20.3505
Si, 1.6446, -4.2178, 26.1954
Si, -1.4958, -3.8943, 12.5955
Si, 7.9898, -4.5661, 15.0544
O, 5.1117, -4.2558, 17.9925
O, -1.422, -4.1732, 8.0125
O, 3.9981, 1.5388, 7.7121
O, 5.2555, -0.0961, 9.1641
O, -2.0664, -10.6788, 28.4967
O, 0.8399, -7.977, 28.41
O, -0.6948, -1.8252, 15.7365
O, 1.9262, -8.1084, 25.0187
O, 2.751, 5.433, 9.8729
O, 6.6978, 4.2067, 7.7192
O, 7.5758, -2.6438, 8.9798
O, 2.1065, 3.3267, 8.3548
O, 4.7292, -2.9552, 13.5324
O, -3.3465, -2.8832, 24.8278
O, 3.6048, -5.26, 28.6105
O, 2.5792, -9.7853, 27.5176
O, 6.1604, -2.4549, 28.5893
O, -1.6064, -3.2025, 20.5789
O, 5.1904, -7.1694, 27.6338
O, 6.0461, -4.9055, 25.6349
O, 1.4008, -0.4859, 18.8971
O, -1.8583, -4.2127, 16.2252
O, -2.4342, 2.9978, 8.9869
O, 4.5395, 5.4033, 13.6319
O, -1.2775, -2.9821, 23.1866
O, 4.431, -0.7023, 27.7618
O, -0.4619, -7.7404, 21.4302
O, -0.4852, -5.1591, 21.6442
O, -3.0812, -3.8939, 27.3564
O, 8.0033, 2.8763, 14.3894
O, 1.421, -1.3489, 8.0038
O, 0.2656, 5.0216, 9.0423
O, -2.7221, -0.9169, 20.0594
O, 7.0606, 5.109, 15.4464
O, 3.2196, -3.0466, 9.0195
O, 1.801, 1.4564, 12.7051
O, -1.7757, 3.4376, 17.4322
O, 2.4132, -3.1039, 25.2953
O, 7.9947, 0.6227, 12.9433
O, 4.6443, -4.1534, 11.1454
O, -0.1092, -6.5595, 19.1513
O, 0.8145, -2.7646, 21.6079
O, 0.8323, -1.0522, 24.8568
O, 5.4025, 3.1332, 14.5195
O, -0.7738, 2.2041, 13.1288
O, -4.4164, -7.5504, 21.4194
O, 0.8025, 3.033, 16.8421
O, 1.7634, -6.1679, 20.851
O, 6.2614, -5.7701, 23.2183
O, 2.2363, 5.0755, 17.1958
O, -0.3554, -1.1636, 27.239
O, 1.1431, -2.5045, 13.9146
O, 4.9268, -9.4734, 26.2796
O, -1.3935, -2.3678, 13.2327
O, 1.5368, 3.3373, 10.8717
O, 0.0324, -9.2147, 23.495
O, -0.4991, -7.177, 25.1822
O, -3.7269, -3.2431, 19.0486
O, 2.5519, -4.2416, 12.574
O, -0.3844, 0.4923, 8.6837
O, -1.4564, -2.3065, 18.1251
O, 3.1677, -3.7799, 16.1051
O, 5.9868, -5.0141, 20.5609
O, -1.3351, -1.5564, 10.1661
O, 0.5966, -3.7305, 17.1212
O, 3.3173, -0.4785, 25.4486
O, 4.8815, -8.5283, 19.658
O, 0.02, -4.474, 12.4388
O, 2.3738, -5.6738, 26.0785
O, -0.08, 0.4419, 11.2665
O, -2.3137, -5.3304, 25.3583
O, 7.248, -1.6028, 11.5266
O, 2.1157, -5.9284, 23.4428
O, -3.2149, -1.1733, 22.708
O, 2.868, 3.6304, 15.0648
O, 3.1034, -4.0056, 21.8378
O, 3.651, 3.2712, 12.5296
O, -0.2694, -9.264, 18.7798
O, 5.5341, 0.3379, 11.825
O, 2.2257, -8.9982, 19.6673
O, 1.694, -3.6598, 27.7253
O, 0.1008, -4.5223, 25.7432
O, 2.7639, -1.6774, 23.1562
O, -4.3651, -7.536, 25.3972
O, 3.0624, -1.6054, 20.6257
O, -1.9939, -9.9092, 21.879
O, 5.1527, -2.1741, 16.1454
O, -3.7498, -5.9333, 18.4317
O, -0.9606, -6.1701, 27.5816
O, -3.7467, -8.9135, 27.5821
O, 3.4201, 2.6126, 17.4347
O, 4.2638, -6.7891, 24.6916
O, -2.292, -3.7991, 11.1814
O, 7.0665, -3.2726, 14.8217
O, -4.4424, -10.2044, 21.0981
O, -2.5616, 0.7453, 10.1975
O, 5.0461, -4.9305, 8.68
O, 1.1962, -4.9634, 14.8327
O, 3.3461, -2.2757, 18.1453
O, 4.1472, -6.4334, 21.7736
O, -1.7039, -0.8339, 24.8833
O, 8.0888, 2.9649, 11.6772
O, -0.1321, -9.7602, 25.9621
O, 0.039, -0.1332, 13.8938
O, -2.2394, -4.9079, 13.6275
O, -3.4447, -8.5299, 19.2147
O, 0.4591, -10.2712, 21.1235
O, 6.7045, 2.9255, 16.7694
O, 3.9334, 0.1903, 18.7004
O, 6.2558, -0.9323, 14.0061
O, 6.1368, 2.2145, 10.0489
O, 3.5521, 1.5242, 10.5969

Results
free energy: -155246.702 eV
free energy less fixed offsets of O -568.88, Si -635.61 eV per atom: -4.302 eV

Forces (eV/angstrom), in the order of the atoms: element, x, y, z
Si, -0.0119, 0.0235, 0.0314
Si, -0.0099, 0.0237, 0.0356
Si, 0.0114, -0.01, -0.0007
Si, 0.0313, -0.001, 0.0091
Si, 0.0005, 0.0037, -0.0127
Si, 0.0039, -0.0203, 0.0061
Si, -0.0363, 0.0284, 0.0598
Si, -0.0214, 0.0305, 0.0226
Si, -0.0071, 0.0068, -0.027
Si, -0.0095, 0.0057, -0.0155
Si, 0.0304, -0.035, 0.016
Si, 0.005, -0.0329, 0.0046
Si, 0.0337, -0.0182, 0.0184
Si, 0.0229, -0.0258, 0.0084
Si, -0.0172, 0.0032, -0.0133
Si, -0.0137, 0.0138, -0.0057
Si, -0.0078, 0.0077, 0.0155
Si, -0.0091, 0.0134, 0.001
Si, -0.0051, 0.0039, 0.038
Si, 0.0035, 0.0041, 0.0403
Si, -0.0185, -0.0077, 0.0274
Si, 0.0065, 0.0101, 0.0371
Si, -0.0018, 0.0156, 0.0166
Si, -0.0119, 0.0037, 0.0048
Si, -0.0047, 0.1549, -0.179
Si, -0.1929, 0.0524, -0.1765
Si, 0.1263, -0.0324, 0.0877
Si, -0.0944, -0.2383, 0.2975
Si, 0.1364, -0.0736, 0.2293
Si, 0.2058, -0.0337, 0.0702
Si, -0.2016, -0.0154, -0.0147
Si, 0.0484, 0.1892, -0.1158
Si, -0.0851, -0.3527, -0.0764
Si, 0.2256, -0.1096, -0.1983
Si, -0.1809, 0.1267, -0.0536
Si, -0.1284, 0.3088, 0.0281
Si, 0.047, 0.2773, 0.2011
Si, -0.3262, -0.1122, 0.1506
Si, 0.1952, -0.1465, -0.2043
Si, 0.2122, 0.0406, -0.1898
Si, 0.0045, 0.016, -0.0377
Si, 0.006, -0.0054, -0.0226
Si, -0.0066, 0.0052, -0.0001
Si, -0.0132, 0.0066, -0.0086
Si, -0.0103, 0.003, -0.0097
Si, 0.0002, 0.013, -0.0146
Si, 0.0058, -0.0088, -0.0341
Si, 0.0037, -0.0075, -0.0118
Si, -0.0252, -0.0165, 0.017
Si, -0.0196, 0.0129, 0.0104
Si, -0.0045, -0.013, 0.0133
Si, 0.0245, -0.0111, 0.0096
Si, 0.0173, 0.0099, 0.0189
Si, 0.003, -0.0153, 0.0118
Si, -0.0101, 0.0095, 0.0039
Si, -0.0011, 0.007, 0.0149
Si, -0.0211, 0.0272, -0.0647
Si, 0.0172, 0.0153, -0.0176
Si, 0.0417, 0.0094, -0.0576
Si, 0.0184, -0.047, -0.0353
Si, 0.0204, -0.0195, -0.0352
Si, -0.007, -0.0381, -0.0565
Si, -0.006, -0.0121, -0.0033
Si, 0.012, 0.0176, -0.0215
Si, 0.0279, -0.0081, -0.028
Si, 0.0264, 0.0149, -0.0502
Si, 0.0014, -0.0035, 0.0166
Si, -0.0416, -0.0289, 0.034
Si, 0.0148, 0.0428, 0.029
Si, -0.0099, 0.0104, 0.0093
Si, -0.0166, -0.0082, -0.053
Si, 0.0093, -0.0076, -0.0351
Si, 0.0146, -0.002, -0.0174
Si, 0.015, -0.0128, -0.0141
Si, 0.0162, -0.0163, -0.0214
Si, -0.0084, -0.018, -0.0242
Si, 0.0024, 0.0112, -0.0171
Si, -0.0075, 0.0193, -0.029
Si, -0.0168, -0.0089, -0.014
Si, -0.0113, 0.0156, -0.0075
Si, -0.0159, 0.0229, 0.0239
Si, -0.0284, 0.0294, 0.0145
Si, 0.0502, -0.0432, 0.0134
Si, 0.0103, 0.0035, 0.0211
Si, 0.0009, -0.0107, 0.0132
Si, 0.0374, -0.0375, 0.0144
Si, -0.0158, 0.0204, 0.0339
Si, -0.0437, 0.0221, 0.0138
Si, 0.0083, -0.043, 0.0551
Si, 0.0624, 0.0017, 0.0586
Si, -0.0621, -0.0109, -0.0464
Si, -0.0304, -0.0027, -0.0554
Si, 0.0086, 0.075, -0.0309
Si, -0.0663, 0.0184, -0.0335
Si, -0.0039, -0.075, 0.0616
Si, 0.0756, 0.0074, 0.0461
Si, -0.0037, -0.0017, -0.0062
Si, -0.0008, -0.0007, 0.0052
Si, -0.0191, -0.0143, -0.0013
Si, 0.0015, 0.006, -0.0089
Si, 0.0031, 0.0014, 0.0036
Si, -0.0019, -0.002, 0.0023
Si, 0.0001, -0.0032, -0.0009
Si, -0.0073, -0.0005, -0.001
Si, 0.0038, -0.0003, 0.0069
Si, 0.0001, -0.0042, 0.0039
Si, 0, 0.0009, 0.004
Si, 0.0024, -0.0084, -0.0009
Si, -0.001, 0.0074, 0.0061
Si, -0.0067, -0.0027, -0.0079
Si, 0.0017, -0.0018, -0.0192
Si, -0.0006, -0.0048, 0.0031
Si, 0.0056, 0.0064, -0.0076
Si, 0.0004, 0.0025, 0.0054
Si, -0.0011, 0.004, 0.0047
Si, 0.0012, 0.017, -0.007
Si, 0.0213, 0.0066, -0.0019
Si, -0.0057, -0.0101, -0.0026
Si, 0.0067, -0.0039, 0.0009
Si, 0.0001, 0.0021, 0.0048
Si, 0.0026, -0.0036, 0.0078
Si, 0.0014, -0.0002, 0.0069
Si, -0.0018, 0.0316, 0.0092
Si, -0.0048, 0.0011, 0.003
Si, -0.004, -0.0069, -0.0175
Si, -0.0057, -0.0001, 0.0057
Si, -0.0018, 0.0014, -0.0044
Si, 0.0035, 0.0011, 0.007
Si, 0.004, 0.0029, 0.0072
Si, 0.0026, -0.0039, -0.004
Si, 0.0025, 0.0036, -0.0044
Si, -0.0126, 0.009, 0.0028
Si, -0.0149, -0.0076, -0.0111
Si, 0.0052, -0.0018, 0.006
Si, -0.0027, -0.0058, -0.0055
Si, -0.0011, 0.0013, 0.001
Si, 0.0016, 0, 0.0046
Si, 0.001, 0.004, -0.0003
Si, -0.0077, -0.0033, -0.0155
Si, 0.0043, 0.0025, 0.0089
Si, -0.0007, -0.0018, 0.0064
Si, -0.0056, 0.0069, 0.0056
Si, -0.0043, -0.0072, -0.0045
Si, -0.0041, -0.0006, -0.0003
O, -0.0014, 0.0018, -0.003
O, 0.0036, 0.0131, 0.0265
O, -0.0084, 0.0086, 0.0175
O, -0.0042, 0.0062, 0.0384
O, 0.0074, -0.0045, -0.011
O, 0.0042, -0.0069, -0.0239
O, 0.0032, -0.0028, -0.0011
O, -0.001, -0.0015, 0.005
O, -0.002, -0.0143, -0.0099
O, -0.0185, 0.0206, 0.0181
O, -0.0104, 0.0119, 0.0384
O, -0.0046, -0.0094, -0.0005
O, -0.0048, -0.0002, 0.0047
O, 0.0023, 0.0049, 0.0028
O, 0.0115, -0.0118, -0.0177
O, 0.0042, -0.0084, -0.0015
O, 0.0202, -0.0133, -0.0231
O, 0.0064, 0.0048, -0.0038
O, 0.009, -0.0126, -0.0048
O, -0.0053, -0.0003, 0.0098
O, -0.0006, 0.001, -0.0006
O, -0.0006, 0.0036, -0.0013
O, 0.0043, 0.0027, 0.0476
O, -0.0011, 0.0032, -0.0021
O, -0.0025, 0.0012, 0.0019
O, -0.0057, 0.0026, -0.0303
O, -0.0007, -0.0047, -0.0005
O, -0.0001, 0.003, -0.0019
O, 0.0037, -0.0051, -0.0256
O, 0.0023, -0.0034, -0.0008
O, 0.0034, -0.0161, 0.0403
O, 0.0101, -0.0183, 0.0288
O, -0.0001, 0, -0.0007
O, 0.0011, -0.0032, 0.0013
O, 0.0135, -0.0073, 0.0209
O, -0.0034, -0.0013, 0.0055
O, 0, -0.0015, 0.0006
O, 0.0048, 0.0046, 0.0042
O, 0.0025, 0.0052, -0.0001
O, -0.0014, -0.001, 0.0223
O, 0.0022, -0.0018, 0.0035
O, 0, -0.0008, -0.0018
O, 0.0021, -0.002, 0.0056
O, -0.0025, 0.002, 0.0022
O, 0.003, -0.0046, 0.0008
O, -0.0003, 0.0037, 0.0026
O, 0.0021, -0.0018, -0.0015
O, -0.0008, 0.0018, 0.0011
O, 0.0003, 0.0018, 0.0078
O, -0.0014, -0.0027, -0.0035
O, 0.0086, 0.0029, -0.0245
O, -0.0021, 0.0009, 0
O, 0.0052, 0.0068, 0.0095
O, 0.0035, -0.0011, 0.0024
O, 0.0016, -0.008, 0.0065
O, -0.0022, -0.0001, -0.0033
O, 0.0038, -0.012, 0.0004
O, 0.0063, 0.0002, 0.0008
O, 0.0177, -0.0042, 0.0077
O, -0.018, 0.0142, 0.0424
O, -0.0062, -0.002, 0.0013
O, -0.0028, 0.001, 0.0003
O, -0.0015, -0.0023, 0.0002
O, -0.0018, 0.0118, -0.0025
O, -0.0075, 0.0033, -0.0039
O, -0.0086, -0.0183, -0.0074
O, 0.002, 0.0003, -0.0027
O, -0.0046, -0.0017, -0.0036
O, 0.0009, 0.0019, 0.0067
O, 0.0024, 0.0064, 0.0071
O, -0.0069, 0.0011, 0.0062
O, -0.0029, 0.0065, 0.0074
O, 0.0018, -0.0011, -0.0008
O, 0.0033, 0.0001, 0.0016
O, 0.0044, -0.002, -0.0015
O, -0.0006, -0.0021, -0.0001
O, 0.0024, -0.0003, 0.0057
O, 0.0032, -0.0008, 0.0014
O, 0.0056, -0.0014, 0.0023
O, -0.0019, -0.0011, -0.003
O, -0.0047, -0.0097, -0.021
O, -0.0009, -0.0034, 0.0064
O, 0.0008, -0.0013, -0.0005
O, 0.0076, 0.0124, -0.0066
O, -0.0001, -0.0022, 0.0012
O, 0.003, 0.0025, -0.0003
O, -0.0004, 0.0003, -0.0005
O, -0.001, -0.0018, -0.0013
O, -0.0086, 0.0157, -0.0262
O, -0.0046, 0.0071, -0.0172
O, -0.0018, 0.0015, -0.0029
O, 0.004, 0.0003, 0.007
O, 0.0062, -0.007, 0.0072
O, -0.0038, -0.0034, 0.0011
O, 0.0034, -0.0033, -0.0005
O, 0.0105, -0.0015, 0.0003
O, 0.0003, 0.0025, 0.0048
O, -0.002, 0.0025, -0.0028
O, 0.0004, 0.0012, -0.0002
O, -0.0006, 0.0037, 0.0009
O, -0.0025, -0.0019, 0.0039
O, 0.0052, -0.0036, 0.0106
O, -0.0013, -0.0011, 0.0092
O, 0.001, 0.0042, -0.0071
O, 0, 0.003, -0.0032
O, -0.0007, -0.0008, -0.0006
O, -0.0016, -0.0001, 0.0027
O, -0.0007, -0.0027, -0.0021
O, -0.0013, 0.0009, -0.0015
O, -0.0023, -0.0016, 0.0033
O, 0.006, -0.0038, 0.0001
O, -0.0066, 0.004, -0.0001

The program warned: the cutoff lies below the one the program advises for these potential files; the forces do not sum to zero within the program's tolerance; the exchange-correlation potential is rough where the density is thin.
